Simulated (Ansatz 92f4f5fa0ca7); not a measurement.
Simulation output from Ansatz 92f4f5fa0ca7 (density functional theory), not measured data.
Periodic cell of 224 atoms, Si133O89H1N1, from a study of silicon, its oxide and their interface. The atomic structure is a simulated model.
Doubt: the cutoff is far below the 930 eV that the study's wrapper takes by default for these files, so forces and energies are approximate.
This geometry differs little from another in the collection (a relaxation step or a small displacement).

Settings
functional: PBE
potential files: Ansatz PAW
basis: plane waves
wave-function cutoff: 580 eV
density cutoff ratio: 5
exchange-correlation grid ratio: 1
k mesh: 1 x 1 x 1, Gamma-centred
self-consistency stop: 5e-08 eV per atom in the density residual
occupations: fixed
spin: none
net charge: 0

Cell vectors (angstrom)
a	10.938	0	0
b	0	10.938	0
c	0	0	32.3245

Atoms and the computed forces on them: element, x, y, z (angstrom), force x, y, z (eV/angstrom)
Si	0.4609	-0.5609	24.7642	0.0007	-0.0005	0.0021
Si	5.5561	-0.2865	24.9142	0.0013	-0.0013	0.0006
Si	2.5719	2.9415	24.9329	-0.0005	0.0005	0.0026
Si	8.0534	2.9515	24.6715	0.0001	0.0005	0.0014
Si	0.3428	5.2214	24.8293	0.0009	-0.0006	0.0024
Si	4.8429	6.0166	24.82	0.0001	-0.0004	0.0017
Si	2.7087	8.2273	25.3074	0	0.0004	-0.0003
Si	7.9416	8.5505	24.7071	-0.0006	0.0009	0.0014
Si	1.3706	1.2685	26.0852	-0.0002	0.0003	-0.0003
Si	6.7798	1.44	26.0306	0.0006	0.0006	-0.0001
Si	4.064	4.2169	26.2011	0.0001	0.0001	-0.0001
Si	9.5577	4.1229	26.0791	-0.0002	-0.0005	-0.0004
Si	1.2731	6.7724	26.3462	-0.0001	-0.0001	0
Si	6.77	6.8875	25.9983	0.0003	0.0001	0
Si	4.1661	9.5903	26.4561	0.0005	0	0.0002
Si	9.5793	9.5715	26.0879	0.0001	0.0001	-0.0004
Si	2.716	0.0522	27.6	-0.0001	-0.0001	0
Si	8.1991	0.061	27.4579	0	0	0.0003
Si	-0.0173	2.6985	27.4708	-0.0001	-0.0001	0
Si	5.4565	2.7754	27.4995	0	-0.0001	-0.0001
Si	2.7109	5.468	27.6334	-0.0003	-0.0003	-0.0001
Si	8.1706	5.5044	27.4481	0	-0.0002	0.0003
Si	-0.0849	8.2215	27.5705	0.0001	-0.0001	-0.0001
Si	5.5432	8.1459	27.6073	-0.0002	0.0002	-0.0001
Si	4.1018	1.3673	28.9062	0.0836	0.5399	0.1508
Si	9.5708	1.3673	28.9062	-0.0924	0.0711	-0.2353
Si	1.3673	4.1018	28.9062	-0.3223	-0.5545	0.1324
Si	6.8362	4.1018	28.9062	0.1141	0.1656	-0.3791
Si	4.1018	6.8362	28.9062	0.1552	-0.0866	0.4897
Si	9.5708	6.8362	28.9062	-0.6106	-0.103	0.0531
Si	1.3673	9.5708	28.9062	-0.2006	0.0062	0.053
Si	6.8362	9.5708	28.9062	0.5098	0.2249	-0.0566
Si	0	0	30.2735	-0.0195	-0.0735	0.0027
Si	5.469	0	30.2735	0.0576	0.0301	-0.0699
Si	2.7345	2.7345	30.2735	0.01	0.0032	0.0447
Si	8.2035	2.7345	30.2735	0.0745	0.012	-0.049
Si	0	5.469	30.2735	-0.0844	-0.1576	-0.0545
Si	5.469	5.469	30.2735	-0.0903	0.001	0.0338
Si	2.7345	8.2035	30.2735	0.0656	-0.0063	-0.0282
Si	8.2035	8.2035	30.2735	0.0658	0.0563	0.0486
Si	1.3673	1.3673	31.6407	0.0577	0.0243	-0.0205
Si	6.8362	1.3673	31.6407	-0.0496	-0.0145	-0.026
Si	4.1018	4.1018	31.6407	-0.0065	-0.0063	0.0016
Si	9.5708	4.1018	31.6407	-0.0146	0.064	-0.003
Si	1.3673	6.8362	31.6407	0.0317	0.0214	-0.0377
Si	6.8362	6.8362	31.6407	-0.0344	0.0195	-0.0249
Si	4.1018	9.5708	31.6407	-0.0635	0.0293	-0.0235
Si	9.5708	9.5708	31.6407	0.0003	-0.0366	-0.0005
Si	2.7345	0	0.6835	0.0366	-0.0463	0.0169
Si	8.2035	0	0.6835	0.0055	0.0104	-0.0121
Si	0	2.7345	0.6835	-0.0016	-0.0273	0.0309
Si	5.469	2.7345	0.6835	0.0037	-0.0043	0.0266
Si	2.7345	5.469	0.6835	-0.0127	0.0212	-0.0004
Si	8.2035	5.469	0.6835	0.0434	-0.0301	0.0034
Si	0	8.2035	0.6835	0.0207	0.0285	0.0314
Si	5.469	8.2035	0.6835	-0.0076	-0.0507	0.0339
Si	4.1018	1.3673	2.0507	-0.1021	-0.0146	-0.0148
Si	9.5708	1.3673	2.0507	-0.014	-0.054	0.0281
Si	1.3673	4.1018	2.0507	0.1522	0.0975	0.0217
Si	6.8362	4.1018	2.0507	-0.0852	0.0412	-0.0344
Si	4.1018	6.8362	2.0507	-0.0312	0.0008	0.0437
Si	9.5708	6.8362	2.0507	-0.1077	-0.0612	-0.0087
Si	1.3673	9.5708	2.0507	0.0305	-0.025	-0.0053
Si	6.8362	9.5708	2.0507	0.0969	0.1528	0.0351
Si	0	0	3.418	-0.2437	-0.1723	-0.1576
Si	5.469	0	3.418	0.405	0.1995	0.1359
Si	2.7345	2.7345	3.418	0.1021	-0.0553	-0.4374
Si	8.2035	2.7345	3.418	-0.0141	-0.0237	0.3929
Si	0	5.469	3.418	-0.2488	-0.0322	0.3146
Si	5.469	5.469	3.418	0.2271	-0.1934	-0.5259
Si	2.7345	8.2035	3.418	-0.2245	0.0497	-0.0646
Si	8.2035	8.2035	3.418	0.3299	-0.0524	0.1466
Si	1.307	1.4209	4.7221	0.0001	-0.0008	0.0008
Si	6.897	1.3421	4.8712	0	-0.0001	-0.0003
Si	4.1924	4.0274	4.7217	0.0005	0.0006	-0.0019
Si	9.5522	4.0949	4.8541	-0.0008	0.0003	0.0009
Si	1.3383	6.8598	4.7947	-0.0012	-0.0002	-0.0002
Si	6.8466	6.8003	4.7517	0.0001	0.0008	-0.0009
Si	4.1137	9.5751	4.7377	0.0002	0.0004	0.0004
Si	9.6405	9.5244	4.839	-0.0006	-0.0004	-0.0001
Si	2.8227	0.1693	5.9552	-0.0011	-0.0004	0
Si	8.2407	-0.1127	6.2607	-0.0006	-0.0003	-0.0013
Si	-0.0661	2.6439	6.2278	-0.0008	-0.0001	-0.0014
Si	5.6033	2.8244	6.2424	0.0018	0.0004	0.0005
Si	2.7138	5.3503	5.9248	-0.0012	0.0006	-0.0001
Si	8.2438	5.557	6.2328	0.0011	-0.0003	0.0006
Si	0.1652	8.276	6.3437	-0.0012	0.0008	0.0004
Si	5.3906	8.1034	6.0507	-0.0012	0.0011	-0.0018
Si	3.8641	1.7499	7.358	0.0002	-0.0034	0.0005
Si	9.9687	0.881	7.6007	0.0017	-0.0014	0.0003
Si	1.5828	3.8847	7.3347	0.0016	-0.0014	0.0027
Si	6.6135	4.5129	7.6351	0.0017	-0.0018	-0.0026
Si	4.1632	6.4983	7.2974	0.0033	0.0017	0.0065
Si	9.3441	7.1843	7.5952	0.0008	-0.0009	-0.0038
Si	1.6164	9.9188	7.5115	0.003	0.0014	-0.0029
Si	6.8836	9.2218	7.4272	0.0009	0.0005	0.0021
O	10.9738	5.876	23.3448	-0.0001	0.0002	-0.001
O	4.5216	0.0268	23.6669	-0.0004	0.0006	-0.0002
O	8.0628	8.1826	8.0196	-0.0026	0.0017	0.0024
O	2.7269	2.8266	7.889	-0.001	0.0028	-0.0015
O	7.1423	4.0487	23.8322	-0.0003	0.0004	-0.0002
O	1.6737	9.2597	24.5057	0.0006	-0.0008	0.0001
O	5.3675	5.5538	7.9088	-0.0019	0.0001	-0.0019
O	0.3398	-0.0618	8.035	-0.0028	0.0023	0.0005
O	7.0607	4.1711	9.2001	0.0003	0.0004	0.0031
O	5.7832	9.7404	8.5593	0.0012	-0.0005	-0.0034
O	9.9441	6.4813	8.9749	0.0005	-0.0012	0.0009
N	2.8929	9.5448	8.7487	0.0019	-0.0024	0.0041
O	4.3542	0.9983	8.7357	0	-0.0001	0.0011
O	1.0172	4.7228	8.6289	-0.0002	-0.0009	-0.0025
O	9.2686	1.268	9.0391	-0.0002	0.0005	0.0011
O	3.2071	6.8566	8.5918	0.0011	-0.0029	-0.003
O	7.381	6.2041	22.2048	0.0004	0.0003	0.0006
O	8.8681	2.1248	23.4966	0.0007	-0.0003	-0.0006
O	5.0843	5.4899	23.2818	0.0004	-0.0003	-0.0005
O	3.3109	2.3975	23.5583	0.0007	-0.0006	-0.0009
O	10.9055	-0.2629	23.2144	0.0001	0.0004	-0.0011
O	3.7301	7.2072	24.477	-0.0012	0.0013	-0.0004
O	1.4348	4.0402	24.4747	-0.0001	0.0004	-0.001
O	6.7454	9.6485	24.3388	-0.0007	0.0008	-0.0001
Si	14.6161	1.0482	22.7259	0	-0.0001	-0.0001
Si	-1.3017	2.5664	22.1261	-0.0002	0.0001	-0.0001
Si	0.7011	11.5173	22.0139	0.0002	-0.0002	0
Si	11.5645	0.6988	14.9131	0	-0.0001	0.0002
Si	5.7022	-0.7077	11.8934	-0.0008	-0.0002	0.0002
Si	11.6162	15.6875	12.5867	-0.0007	0.0004	0.0012
Si	9.3374	1.487	10.6548	-0.0004	0.0006	0.0007
Si	5.2495	4.0024	19.947	0.0004	0	-0.0002
Si	9.7725	7.981	13.445	0.0003	0.0002	0.0006
Si	10.3698	-3.013	16.3984	0.0001	0.0002	-0.0006
Si	10.7852	5.2266	9.6178	-0.0008	0.0004	0.0009
Si	-0.3092	5.4266	21.8071	-0.0003	0.0004	-0.0004
Si	8.4878	-1.317	11.4376	-0.0003	0	0.0011
Si	8.7487	4.9848	13.1439	0.0002	0.0001	0.0007
Si	7.1933	3.4739	15.5249	0.0001	0	0
Si	12.2259	5.9898	15.3147	-0.0002	0	-0.0001
Si	5.6588	5.6162	17.2819	0.0002	-0.0001	0.0001
Si	4.391	10.3746	9.1841	-0.0012	-0.0012	-0.0008
Si	13.3815	1.4114	18.6512	0.0003	0	-0.0002
Si	9.6452	0.7315	19.8103	0.0002	0.0003	-0.0002
Si	-1.1488	2.2118	16.9262	0.0002	-0.0002	0.0003
Si	12.5912	9.8283	17.1521	0	0.0004	-0.0003
Si	5.1402	1.0791	20.0005	0	0.0002	-0.0003
Si	3.5444	7.6906	16.3755	0.0001	0.0001	0.0001
Si	12.9924	4.0762	19.9794	-0.0001	0.0004	-0.0006
Si	-3.627	9.633	19.7145	0.0003	-0.0001	-0.0004
Si	8.3865	7.4149	21.8381	0.0003	0.0001	0
Si	2.5011	2.3511	13.337	0	-0.0003	0.0008
Si	5.5962	-1.4965	14.7773	0	0.0004	0.0001
Si	2.684	8.0332	9.5813	-0.0009	0.0073	-0.003
Si	-3.5935	-2.6872	16.9637	0	0.0004	0
Si	0.7725	11.5308	11.9662	-0.0001	0.0001	0.0008
Si	6.4711	4.9485	22.6414	-0.0003	0.0002	0.0002
Si	1.5405	-7.1913	17.1581	0	0.0002	-0.0002
Si	11.0973	8.7432	10.918	0	-0.001	0.001
Si	5.3611	1.3593	14.022	0.0005	0	0.0005
Si	8.1404	4.0098	10.402	-0.0013	0.0002	-0.0001
O	8.131	2.5136	11.0352	0.0005	-0.0001	-0.0007
O	5.5965	-1.7505	13.1568	0.0001	0	0.0005
O	9.8039	1.5189	18.3993	0	0.0003	0
O	3.6534	-6.6909	20.3139	0	0.0001	0.0006
O	-1.401	8.8916	10.4029	-0.0006	0.0006	-0.0009
O	0.0686	0.1613	20.5581	-0.0001	0.0001	0.0001
O	1.0623	7.9161	9.844	-0.0016	-0.0009	-0.0003
O	15.004	2.3399	13.7785	-0.0001	0.0003	-0.0004
O	17.8818	-1.2777	10.9884	-0.0001	0.0006	-0.0005
O	12.4923	0.1023	18.2447	0.0002	0	0.0004
O	10.9117	6.3786	16.2313	-0.0002	0.0003	0.0002
O	10.2814	-2.4107	14.8834	0	0.0001	0.0005
O	7.8601	4.3861	14.351	-0.0004	-0.0001	0
O	13.2176	12.1075	12.223	0.0002	0.0008	-0.0002
O	6.7579	6.743	16.9246	0.0001	0.0001	0.0002
O	11.0825	11.1273	13.4359	0.0001	0.0003	0.0002
O	12.9147	4.6163	15.8577	0.0001	0.0001	-0.0001
O	19.6576	-0.5469	19.4897	0.0001	-0.0002	0.0007
O	0.2767	13.0838	22.2723	0	0	0.0006
O	5.8934	0.7793	12.5786	-0.0003	0.0003	-0.0001
O	5.6562	2.5087	19.3769	0.0001	0.0002	0.0004
O	-1.9904	1.7666	20.8778	0.0001	-0.0003	0.0003
O	5.0745	0.0507	14.9879	-0.0001	0.0001	-0.0001
O	7.9547	5.0241	11.6854	0.0009	0.0004	0.0004
O	12.4931	2.027	14.6385	0	0.0001	-0.0002
O	6.1345	4.1235	21.2989	-0.0002	-0.0003	-0.0001
O	1.7269	4.6797	18.4944	0.0001	0.0001	0.0002
O	0.8735	10.2003	11.0496	0.0003	0.0003	-0.0002
O	3.8549	0.7122	19.0643	-0.0002	0.0002	0.0003
O	11.3212	8.8342	17.3487	0.0001	0.0001	0.0003
O	11.4683	5.4327	11.1005	0.0004	0	-0.0003
O	10.8748	12.7148	11.1708	0.0004	0	-0.0003
O	3.0025	-2.0364	17.3523	0	0.0002	0.0003
O	6.0406	4.3366	16.3203	0	0.0003	0.0001
O	-2.2621	8.1678	23.2711	0.0003	-0.0004	-0.0008
O	0.9769	16.8091	13.7305	0	0	-0.0001
O	10.143	4.1121	12.9748	0	0	-0.0005
O	5.7021	5.1027	18.8307	0	0.0003	0.0002
O	9.5745	4.1673	21.8473	0.0002	0.0001	0.0007
O	4.1995	6.3624	17.0844	0.0001	0.0001	0.0002
O	3.463	7.8666	11.0112	-0.0237	0.0196	0.0023
O	4.492	-0.5988	10.816	0.0006	0.0011	0.0011
O	7.6168	8.4481	20.8148	-0.0002	0.0006	0.0002
O	1.8333	2.4099	19.8472	0	0.0001	0.0004
O	8.9333	-2.925	17.1124	0.0001	0.0003	0.0002
O	-1.1601	6.7302	21.2204	0.0001	0.0001	0.0006
O	-2.3538	-1.9848	12.9118	0.0002	-0.0003	0.0001
O	8.9685	0.2088	11.5664	0.0005	0.0001	-0.0006
O	-0.6801	12.0412	15.81	-0.0001	0.0002	0
O	4.5943	8.333	15.3527	-0.0001	-0.0001	-0.0004
O	8.3414	2.8722	16.5407	0.0001	0.0001	0.0001
O	2.3079	-3.7077	15.4438	0.0005	0.0001	-0.0003
O	-4.7569	10.7646	20.1068	0.0002	0.0001	0.0006
O	9.6396	4.0781	9.7469	0.0003	0	-0.0003
O	13.443	2.4196	17.3444	0.0001	0.0002	0.0001
O	2.314	0.3639	22.1217	-0.0001	0	0.0006
O	11.0142	8.0344	12.3799	-0.0003	0.0003	-0.0008
O	6.493	2.2255	14.7726	-0.0001	0.0003	0.0001
O	-1.8292	6.5061	13.5689	-0.0002	0	-0.0003
O	-0.0369	3.3935	16.9863	0	0	0.0003
O	11.9845	4.9017	21.0002	0.0006	-0.0002	0.0004
O	4.6522	1.4486	21.5043	0.0005	0.0003	0
O	6.9865	-1.7973	15.6219	0	0.0001	0
O	12.4894	-0.4268	15.6616	0.0002	0	0.0002
O	6.7917	-1.9467	18.3093	0	0	0
O	12.9005	3.7393	12.655	0.0004	-0.0001	-0.0008
H	3.8723	7.0024	11.1644	0.0245	-0.0214	0.0002

Results
free energy: -135566.102 eV
free energy less fixed offsets of H -15.97, N -385.13, O -568.88, Si -635.61 eV per atom: 1.448 eV

The program warned: the cutoff lies below the one the program advises for these potential files; the forces do not sum to zero within the program's tolerance; the exchange-correlation potential is rough where the density is thin.
